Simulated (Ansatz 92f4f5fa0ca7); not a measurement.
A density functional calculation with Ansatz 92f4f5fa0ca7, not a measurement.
Periodic cell of 251 atoms, Si144O97N10, from a study of silicon, its oxide and their interface. The atomic structure is a simulated model.
This geometry differs little from another in the collection (a relaxation step or a small displacement).

Settings
functional: r2SCAN
potential files: Ansatz PAW
basis: plane waves
wave-function cutoff: 800 eV
density cutoff ratio: 5
exchange-correlation grid ratio: 1
k mesh: 1 x 1 x 1, shifted by 0.5 0.5 0 of a step
self-consistency stop: 1e-10 eV per atom in the density residual
occupations: fixed
spin: none
net charge: 0

Cell vectors (angstrom)
a, 10.8904, 0, 0
b, 0, 10.8904, 0
c, 5.311, 4.7963, 35.2962

Atoms: element, x, y, z (angstrom)
Si, 1.7535, -1.6024, 0.2229
Si, 4.1096, 1.1465, 0.6529
Si, 1.0966, 4.1981, 0.0359
Si, 3.7312, -4.0004, 0.1405
Si, -4.6321, -0.94, -0.005
Si, -1.7947, 1.5821, -0.0366
Si, 7.0264, 3.9708, -0.1561
Si, -1.1948, -4.5402, -0.0309
Si, 2.7154, -0.2116, 1.843
Si, 5.4923, 2.8443, 1.3827
Si, 2.5907, -5.5221, 1.4547
Si, 5.3983, -2.7714, 1.2775
Si, -2.9176, 0.0437, 1.3202
Si, -0.0832, 2.6009, 1.2847
Si, 8.1629, 5.3399, 1.4034
Si, -0.0956, -2.7405, 1.1663
Si, 1.257, 1.3214, 2.7818
Si, 4.0643, 4.1045, 2.7515
Si, 1.2263, -4.0864, 2.7137
Si, 4.1748, -1.5576, 2.9523
Si, 6.7744, 1.4184, 2.7905
Si, 9.5208, 3.9747, 2.7546
Si, 6.7937, 6.7933, 2.6531
Si, -1.4446, -1.3599, 2.5736
Si, -0.1064, -0.0463, 4.0648
Si, 2.6919, 2.7009, 4.0695
Si, -0.0536, 5.4128, 4.09
Si, 2.6588, -2.8342, 4.1584
Si, 5.4597, -0.01, 4.15
Si, 8.1697, 2.6876, 4.1627
Si, 5.4262, 5.4733, 4.0795
Si, 8.1524, -2.7249, 4.0106
Si, 1.3989, -1.3402, 10.8073
Si, 4.2346, 1.426, 10.9103
Si, 1.4241, 4.1734, 10.8592
Si, 4.1166, -4.049, 10.886
Si, 6.7775, -1.364, 10.848
Si, -1.3497, 1.3786, 10.836
Si, 6.8605, 4.1213, 10.8734
Si, -1.3463, 6.7629, 10.8859
Si, 2.8351, 0.0059, 12.0915
Si, 5.6116, 2.814, 12.3442
Si, 2.7795, 5.528, 12.2861
Si, 5.4696, -2.7137, 12.2837
Si, -2.735, -0.0137, 12.1511
Si, 0.0154, 2.8169, 12.1161
Si, 8.2076, 5.4017, 12.3101
Si, 0.0183, -2.7058, 12.1404
Si, 1.5026, 1.4935, 13.273
Si, 4.2211, 4.2628, 13.6801
Si, 1.3675, -3.9736, 13.5824
Si, 4.0637, -1.3469, 13.5943
Si, -3.8443, 1.365, 13.6682
Si, -1.2809, 4.0146, 13.6804
Si, 6.9079, -4.0163, 13.6528
Si, -1.3657, -1.3551, 13.4752
Si, 0.1675, 0.0729, 14.4465
Si, 2.9512, 2.6281, 14.7353
Si, -0.1788, -5.1768, 14.86
Si, 2.2938, -2.2407, 14.9098
Si, 5.2331, 0.3155, 14.7234
Si, -2.0184, 2.2229, 15.1192
Si, 5.5828, 5.6439, 15.1178
Si, -2.3772, -2.9012, 14.9881
Si, 8.0663, 2.808, 30.5545
Si, 1.0897, 9.1525, 26.4229
Si, 11.09, 2.5274, 27.2534
Si, 3.6371, -2.3508, 22.7956
Si, 10.8454, 3.7134, 30.0674
Si, 1.2218, -5.2193, 24.0418
Si, 6.2481, 4.3685, 28.6057
Si, -0.6513, -2.5928, 20.0061
Si, -2.7554, 3.1706, 19.5366
Si, -1.2314, 2.6164, 21.8638
Si, 3.5863, -3.9191, 17.0982
Si, 2.4399, 0.1669, 18.4804
Si, -1.9671, -2.5014, 22.5543
Si, -0.2694, 0.6573, 17.2076
Si, -2.2804, -1.6864, 17.7933
Si, 2.7181, 0.7171, 27.1432
Si, 5.0577, 1.0203, 17.3679
Si, 0.81, -2.3509, 23.5562
Si, 2.6202, -6.617, 22.0983
Si, 8.107, 7.3438, 33.6385
Si, 12.8822, -0.6407, 29.8443
Si, 7.8203, 6.5943, 27.5732
Si, 9.6989, 4.0616, 24.7677
Si, 7.0261, 0.315, 19.5075
Si, 3.9351, -2.3896, 19.8067
Si, 4.1232, 5.7774, 24.1215
Si, 12.9343, -0.055, 32.8881
Si, 1.7468, 2.9495, 32.4662
Si, 5.5977, 1.9858, 27.1101
Si, -4.1063, 3.4773, 17.0584
Si, 10.218, 6.5237, 29.5001
Si, 9.8341, 7.1014, 25.1472
Si, 1.7058, 4.4297, 16.9925
Si, 7.2623, 0.2944, 29.0836
Si, 4.3064, 6.3995, 29.9912
Si, 1.7638, -3.9853, 21.2536
Si, 7.0621, 4.6317, 32.7582
Si, 2.0011, 7.471, 28.5168
Si, -0.3043, -0.1996, 21.7401
Si, 6.6386, 4.4331, 25.6805
Si, 1.5764, 1.8168, 21.0076
Si, 10.2827, -0.1386, 28.4629
Si, 9.0405, 9.2019, 30.4822
Si, 4.0702, 4.8753, 32.4782
Si, -0.0409, 3.1891, 19.1009
Si, 6.3983, 8.4986, 29.6243
Si, 10.1407, -1.2446, 33.2262
Si, 6.1069, -1.3247, 21.6364
Si, 1.3151, -1.3673, 5.4248
Si, 4.0485, 1.3483, 5.4464
Si, 1.3645, 4.0838, 5.4351
Si, 4.0642, 6.7619, 5.5002
Si, 6.8472, -1.3677, 5.4509
Si, -1.3684, 1.3165, 5.4951
Si, 6.79, 4.0978, 5.4397
Si, 9.4898, 6.8043, 5.4176
Si, 2.6881, -0.0017, 6.7932
Si, 5.4306, 2.722, 6.7873
Si, 2.7254, 5.4, 6.8366
Si, 5.4434, -2.7117, 6.7944
Si, -2.7079, -0.0332, 6.8434
Si, 0.0246, 2.7102, 6.7988
Si, 8.1509, 5.4537, 6.8013
Si, -0.0215, -2.7333, 6.7859
Si, 1.3956, 1.3864, 8.1831
Si, 4.1043, 4.0727, 8.187
Si, 1.3737, 6.8196, 8.13
Si, 4.0879, -1.3301, 8.1377
Si, 6.823, 1.373, 8.1306
Si, -1.3376, 4.0922, 8.1331
Si, 6.7988, -4.0766, 8.1593
Si, -1.3528, -1.3879, 8.1918
Si, 0.0172, 0.0153, 9.493
Si, 2.7826, 2.7341, 9.5715
Si, 0.0273, 5.4671, 9.4849
Si, 2.7522, -2.7173, 9.4837
Si, 5.4706, 0.0332, 9.4856
Si, 8.1817, 2.7411, 9.4872
Si, 5.4592, 5.4567, 9.5329
Si, 8.1628, -2.7541, 9.5442
O, 7.9855, -2.3496, 16.4491
O, 3.1173, -1.1198, 19.1911
O, 9.6596, 2.6545, 30.366
O, 3.2304, 6.4864, 28.7999
O, 7.7551, 6.1143, 32.6236
O, -1.2791, -4.0643, 15.3471
O, 13.4111, 7.5849, 34.7276
O, 6.5228, 4.7641, 16.1318
O, 2.6712, -2.7606, 16.4232
O, 5.6054, 4.6228, 32.0922
O, 6.6703, 0.0848, 21.0716
O, 12.6194, 2.0105, 27.0277
O, 2.285, 3.1724, 16.1388
O, 11.9793, 3.6881, 33.7298
N, -0.6197, 1.1928, 15.5796
O, 9.5084, -2.7494, 33.3939
O, 8.109, 4.4135, 24.9633
O, 5.3737, 10.1784, 34.9214
O, 4.8254, -4.1554, 16.0784
O, 4.0038, 5.5991, 33.9151
O, 2.7625, 2.7497, 21.6026
O, 8.2479, 6.6489, 35.0744
O, 7.5866, 8.5128, 30.7547
O, 1.1785, -1.0579, 15.1331
O, 6.9443, 3.8286, 18.6523
O, -3.3435, -1.0743, 18.849
O, 11.1579, 3.5969, 28.4758
O, 11.3761, -0.053, 29.6659
O, 8.327, 3.2721, 21.1591
O, 8.7296, 7.1329, 26.3338
O, 6.1614, 2.8716, 25.8574
O, 6.9231, 8.4283, 33.8648
O, 0.4451, 5.0697, 16.2204
O, 12.1007, 3.3449, 30.9996
N, 0.2668, -2.6093, 25.1742
O, -0.437, -0.9688, 20.2827
O, -1.67, -3.1981, 21.1191
O, -2.7584, 2.7323, 16.5078
O, -5.2631, 0.7062, 18.8278
O, 4.0188, -3.4706, 18.5927
O, 4.0434, 1.432, 14.9493
O, 11.5001, 6.6585, 28.5312
O, 10.8079, 9.5762, 27.4668
O, 2.1118, 1.2737, 19.6041
O, 4.8288, -1.2427, 22.6496
O, 3.3316, 0.2597, 33.8199
N, 6.8595, 5.1963, 27.2138
O, 13.3871, -0.4494, 31.3697
O, 2.8364, 5.5502, 17.2005
O, 2.6518, -5.1291, 24.8859
O, -1.4488, 3.9658, 18.9799
O, 8.0406, 2.0019, 34.9437
O, 9.4688, -0.4228, 17.374
N, 1.103, -3.9224, 22.8646
O, -5.4319, -2.096, 20.3352
O, 3.9746, 4.7989, 22.8197
O, 7.5097, 3.8251, 29.4414
O, 3.3015, 3.4419, 32.477
O, 8.05, 1.5503, 19.2971
N, 8.7838, -0.5809, 29.147
N, -0.523, -1.4914, 22.8249
O, 8.8856, 6.1657, 28.6947
O, -5.3993, 2.5223, 16.9387
O, -1.3232, -2.7605, 18.5513
O, 0.7295, -3.4391, 20.1165
O, 2.3075, -1.676, 23.5126
O, -1.3977, 0.9827, 21.9878
O, 6.8243, 4.2277, 34.2931
O, 7.8843, 3.4579, 32.0207
N, 10.5973, 5.5618, 24.8671
O, 5.6565, -0.0358, 16.282
O, 2.0218, 8.6517, 29.6196
O, 9.474, -0.09, 34.1376
O, 1.3606, 1.3992, 32.7035
O, 10.5805, -9.0037, 18.2032
O, 5.4418, 5.379, 29.5289
O, 2.1987, -5.5295, 20.9533
O, 10.0555, 7.9618, 30.2215
O, 1.1527, 0.5244, 21.9045
O, 8.9454, 7.3989, 23.8133
O, 6.1086, -0.8231, 29.3345
O, 4.2984, -3.5629, 23.666
O, 5.2715, 3.126, 28.2268
O, 1.2112, 3.9732, 18.4635
O, 1.4223, -6.5945, 23.1993
O, 5.0635, 7.8191, 30.2187
O, 2.1603, 8.118, 27.0589
O, 10.3502, 4.9239, 35.0734
O, 6.8931, 7.7593, 28.2474
N, 3.1282, -2.9313, 21.2347
O, 10.4582, 5.2451, 30.4618
O, 2.8361, 0.1214, 28.6687
O, -1.0875, 3.2671, 23.3433
O, 3.4728, 0.8578, 17.4678
O, 10.1632, 1.2583, 27.6729
O, 2.0124, 10.49, 26.1579
O, 3.536, 5.8869, 31.3217
N, 0.1503, 2.7767, 20.7723
O, 7.3274, 1.3837, 30.3029
N, 11.8493, 9.6521, 33.6418
O, 6.8042, 1.0377, 27.6958
O, 5.4528, 5.2574, 24.8991
O, 4.2386, 1.1653, 26.7391
O, -3.4885, -1.9403, 22.4143
O, 9.6982, 10.0276, 31.713
O, 1.1166, -0.1171, 17.5964
O, 10.3652, 3.1341, 25.9364

Results
free energy: -151300.077 eV
free energy less fixed offsets of N -386.36, O -570.45, Si -639.56 eV per atom: -6.187 eV

Forces (eV/angstrom), in the order of the atoms: element, x, y, z
Si, 0.0003, -0.0008, -0.0103
Si, 0, 0.0024, -0.0034
Si, 0.0021, -0.001, -0.0138
Si, -0.0024, -0.0053, -0.0152
Si, 0.0031, 0.0024, -0.0153
Si, -0.0014, -0.005, -0.0148
Si, -0.002, 0.006, -0.0045
Si, -0.0031, -0.0019, -0.0131
Si, 0.0016, 0.0064, -0.0039
Si, 0.001, -0.0043, -0.0109
Si, 0.0017, 0.001, -0.0025
Si, 0.0013, 0.0021, -0.0054
Si, -0.0014, -0.0008, -0.0025
Si, -0.0014, -0.0006, -0.0039
Si, -0.0002, -0.0009, 0.0012
Si, 0, -0.0019, -0.0025
Si, -0.003, 0.0021, -0.0016
Si, 0, -0.0012, 0.0039
Si, 0.0002, -0.0011, -0.0001
Si, 0.0041, -0.0032, 0.0013
Si, -0.0021, 0.0023, -0.0011
Si, -0.0011, -0.0014, 0.0028
Si, -0.0009, -0.0005, 0.0028
Si, 0.001, -0.0009, -0.0001
Si, -0.0008, -0.0002, -0.0002
Si, 0.0009, -0.0005, -0.0016
Si, 0.0011, 0.0018, -0.0011
Si, -0.002, -0.0036, 0.0007
Si, 0.0024, -0.0002, 0.0011
Si, 0.0014, 0.0011, 0.0023
Si, 0.0007, 0.0014, 0.0004
Si, 0.0001, -0.0025, 0.0001
Si, -0.0003, -0.0005, -0.0046
Si, -0.0001, 0.0007, -0.004
Si, -0.0009, 0.0004, 0.0051
Si, 0.0002, 0.0002, -0.0006
Si, -0.0043, 0.0003, 0.0026
Si, 0.0019, -0.0012, 0.0007
Si, 0.0016, 0, 0.0028
Si, 0.0029, -0.0015, -0.0021
Si, 0.0037, -0.0007, 0.0029
Si, 0.001, -0.0012, 0.0016
Si, 0.0011, -0.0026, 0.0042
Si, 0.0018, -0.0007, 0.0036
Si, 0.0019, 0.0008, 0.0014
Si, 0, 0.0014, -0.0021
Si, 0.0031, -0.0001, -0.005
Si, 0.0015, -0.0008, -0.0032
Si, 0.0003, 0.0035, -0.0016
Si, 0.0015, -0.0032, 0.006
Si, 0.0008, 0.0032, 0.0077
Si, 0.0003, -0.0006, 0.0051
Si, -0.0001, 0.0017, 0.0046
Si, 0.0034, -0.0025, 0.0043
Si, -0.0008, 0.0007, -0.0024
Si, -0.0011, 0.0016, 0.0017
Si, 0.0034, -0.006, 0.0073
Si, 0.0074, -0.0034, 0.0039
Si, 0.0012, 0.0032, -0.0017
Si, -0.002, 0.0007, 0.0089
Si, -0.0004, -0.0013, 0.0015
Si, -0.0009, -0.0057, 0.0118
Si, 0.0039, -0.0031, 0.0084
Si, 0.0029, -0.0039, 0.0071
Si, -0.0019, -0.0012, -0.0064
Si, 0.0002, 0.0011, 0.0025
Si, -0.0027, 0.0001, 0.0002
Si, -0.0003, -0.0037, 0.0014
Si, 0, 0.0005, -0.0058
Si, -0.0009, -0.0003, 0.0021
Si, -0.0024, 0.0003, 0.0031
Si, 0.0004, 0.0013, 0.0061
Si, 0.004, -0.0026, 0.0077
Si, -0.001, -0.0056, 0.005
Si, -0.0038, -0.0008, 0.0046
Si, 0.0019, -0.002, 0.0045
Si, 0.0005, -0.0015, 0.0017
Si, -0.0012, -0.0046, 0.0106
Si, 0.0027, 0.0008, 0.0091
Si, -0.0047, -0.0016, 0.0007
Si, -0.0019, 0.0003, 0.0108
Si, -0.0012, 0.0016, -0.0013
Si, -0.0001, 0.002, 0.0026
Si, 0.0017, -0.0028, -0.009
Si, 0.005, 0.001, -0.0029
Si, 0.0031, 0, 0.0039
Si, -0.002, 0, -0.001
Si, 0.0007, 0.0002, 0.0027
Si, 0.0003, 0.0008, 0.0027
Si, 0.0019, 0.0014, 0.0017
Si, 0.0013, 0.0028, -0.0122
Si, 0.0017, -0.0003, -0.0099
Si, -0.0006, 0.004, 0.005
Si, -0.0071, -0.0033, 0.0053
Si, -0.0006, -0.0007, -0.0033
Si, -0.0011, 0.0014, 0.005
Si, 0.0041, 0.0012, 0.0075
Si, -0.0033, 0.0032, 0.0005
Si, -0.0007, -0.0002, -0.0035
Si, 0, 0.0005, 0.0017
Si, -0.0004, -0.0062, -0.0109
Si, -0.0018, 0.0021, -0.0011
Si, -0.0007, 0, 0.0005
Si, 0.0004, -0.0006, 0.0051
Si, -0.002, -0.0024, 0.0014
Si, -0.0022, -0.0004, -0.0005
Si, 0.0002, -0.0006, -0.0051
Si, 0.0035, -0.0018, -0.0069
Si, -0.0022, 0.0023, 0
Si, 0.0046, -0.0001, -0.0057
Si, -0.002, 0.006, -0.0145
Si, 0.0011, -0.0013, 0.0025
Si, 0.0009, 0.0014, -0.0025
Si, -0.0002, 0.0003, 0.003
Si, -0.0003, 0, -0.0001
Si, 0.0019, -0.0027, -0.0001
Si, 0.0011, -0.0029, 0.0006
Si, 0, -0.0018, 0.0003
Si, 0.001, 0.0003, 0
Si, -0.0012, -0.0019, -0.0005
Si, -0.0009, -0.0022, 0
Si, 0.001, -0.0005, -0.0003
Si, -0.0018, -0.002, 0.0008
Si, 0.0015, -0.0001, 0.0003
Si, -0.0003, -0.0011, -0.0009
Si, 0.0003, 0.001, -0.0001
Si, -0.0004, -0.0008, -0.0008
Si, -0.0022, 0.0003, -0.0017
Si, 0.003, -0.0011, -0.0018
Si, 0.0015, -0.0008, -0.0007
Si, -0.001, 0.0005, 0.0018
Si, -0.0004, 0.0006, 0.0024
Si, -0.0005, 0.0007, 0.0027
Si, 0.0005, 0.0005, 0.0026
Si, 0.0008, -0.0014, -0.0004
Si, 0.0005, -0.0039, -0.0022
Si, 0.0004, -0.0003, -0.0039
Si, -0.0005, -0.0017, 0.0011
Si, -0.004, -0.0003, -0.0004
Si, 0.001, -0.0006, -0.0018
Si, -0.0013, -0.002, -0.0003
Si, -0.0013, 0.0007, -0.0027
Si, 0.0007, 0.0008, 0.0033
Si, 0.0023, -0.0031, 0.0058
O, -0.0045, -0.0024, -0.0023
O, 0.0014, 0.0003, -0.0009
O, -0.0026, 0.0011, 0.0061
O, 0.0025, -0.0006, -0.003
O, -0.0049, -0.0015, 0.0078
O, 0.0029, -0.0016, 0.0059
O, -0.0016, -0.0031, -0.0011
O, 0.0079, -0.0058, -0.0014
O, -0.0012, -0.0016, -0.0082
O, -0.0099, 0.0076, 0.0066
O, 0.004, 0.0002, -0.0055
O, -0.0027, -0.0004, -0.0043
O, -0.0003, -0.0023, -0.0091
O, -0.0037, 0.0037, 0.013
N, -0.0035, 0.006, -0.011
O, 0.0007, 0.0046, 0.0032
O, 0.0014, -0.0001, -0.0014
O, 0, -0.0016, 0.0032
O, 0.0039, -0.0039, 0.0013
O, 0.0017, -0.0002, 0.0082
O, -0.0007, -0.0018, 0.0014
O, 0.0115, -0.0005, 0.0123
O, 0.0027, 0.0004, 0.0082
O, 0.0005, -0.001, -0.0035
O, 0.0022, -0.0097, -0.0052
O, -0.0054, 0.0004, -0.0065
O, -0.0012, -0.0019, 0.0018
O, -0.0023, -0.0002, -0.0029
O, -0.0009, -0.0005, 0.0058
O, -0.0004, -0.0002, 0.0002
O, 0.0029, 0.0004, 0.0001
O, -0.0059, 0.007, 0.0064
O, -0.0025, -0.0022, -0.0104
O, 0.0008, -0.0009, 0.0092
N, -0.0003, -0.0003, -0.0014
O, -0.0003, -0.0046, 0.0037
O, -0.0005, 0.0004, -0.0008
O, -0.0022, 0.0005, -0.0061
O, 0.0046, 0.0006, -0.0034
O, -0.001, -0.0006, -0.0031
O, -0.0014, 0.0046, 0.0009
O, -0.0033, 0.0035, 0.0022
O, -0.0003, 0.0009, -0.0007
O, 0.003, 0.001, -0.0016
O, -0.0009, 0.0006, -0.0033
O, 0.0024, -0.0004, 0.0108
N, 0.0007, 0.0007, -0.0019
O, -0.0063, 0.0036, 0.0043
O, 0, 0.0008, -0.0003
O, 0.0013, 0.0002, -0.0068
O, 0.0028, -0.0041, 0.0023
O, 0.0057, -0.0029, 0.0088
O, 0.0079, 0.0063, 0.0034
N, 0.0005, 0.0031, -0.0054
O, -0.0024, 0.0003, -0.0013
O, -0.0019, 0, 0.001
O, 0.0002, -0.0026, 0.0027
O, 0.0009, 0.0044, -0.0008
O, -0.0049, -0.0017, 0.001
N, -0.0006, -0.0018, 0.0078
N, 0.0023, -0.0003, -0.005
O, -0.0021, -0.0025, 0.0024
O, 0.0067, 0.0024, -0.0009
O, -0.0001, 0.0009, -0.0032
O, -0.0005, -0.0005, -0.0003
O, -0.0014, -0.0028, -0.0001
O, -0.0023, 0.0014, 0.0003
O, -0.0039, -0.0061, 0.0078
O, -0.0044, 0.0038, -0.0023
N, 0.0002, -0.001, -0.0065
O, -0.0005, -0.0011, -0.002
O, -0.002, -0.0035, 0.0036
O, -0.0035, 0.0096, 0.0138
O, 0.0006, -0.001, 0.009
O, -0.0017, -0.0013, -0.0048
O, -0.0006, -0.0045, 0.0028
O, -0.0024, 0.0004, 0.0018
O, -0.0038, -0.0025, -0.0068
O, 0, 0.0014, -0.0059
O, -0.002, 0.002, -0.0003
O, 0.0002, -0.0001, 0.0065
O, 0.0022, 0.0006, -0.0015
O, 0.0001, -0.0002, 0.0034
O, 0.0021, 0.0018, 0.0011
O, 0.0016, 0.0021, 0.0004
O, 0.0008, -0.0028, 0.0016
O, -0.0025, -0.0025, 0.0052
O, -0.0023, -0.0004, 0.0056
O, -0.0004, 0.0005, 0.0035
N, -0.0041, -0.0039, 0.0004
O, -0.0011, -0.0011, 0.0019
O, -0.0016, 0.0018, 0.0021
O, -0.0012, -0.0036, 0.0037
O, 0.0028, 0.0011, -0.0008
O, -0.0019, -0.0014, 0.0006
O, -0.001, 0.001, -0.003
O, 0.0023, -0.0019, 0.0058
N, 0.0001, 0.0006, -0.0005
O, 0.0001, -0.0008, 0.0009
N, 0.0001, -0.0036, 0.0118
O, 0.002, -0.0007, 0.0032
O, -0.0018, 0.0016, 0.0035
O, -0.0008, 0.0021, -0.0042
O, -0.0039, 0.0035, -0.0009
O, 0.0002, -0.0032, 0.0088
O, -0.0019, -0.0008, -0.0001
O, 0.0009, 0.0019, 0

The program warned: the cutoff lies below the one the program advises for these potential files; the forces do not sum to zero within the program's tolerance; empty levels may hold ghost states of the PAW files; the exchange-correlation potential is rough where the density is thin.
